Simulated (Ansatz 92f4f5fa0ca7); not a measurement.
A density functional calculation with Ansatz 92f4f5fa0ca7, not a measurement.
Periodic cell of 215 atoms, Si132O82B1, from a study of silicon, its oxide and their interface. The atomic structure is a simulated model.
Doubt: the cutoff is far below the 930 eV that the study's wrapper takes by default for these files, so forces and energies are approximate.

Settings: functional PBE; potential files Ansatz PAW; basis plane waves; wave-function cutoff 580 eV; density cutoff ratio 5; exchange-correlation grid ratio 1; k mesh 1 x 1 x 1, Gamma-centred; self-consistency stop 5e-08 eV per atom in the density residual; occupations fixed; spin none; net charge -1 e, with a uniform compensating background and no finite-size correction.

Cell vectors (angstrom)
a 10.938 0 0
b 0 10.938 0
c 0 0 31.5432

Atoms: element, x, y, z (angstrom)
Si 10.432 0.5577 24.405
Si 6.0408 10.4965 24.1811
Si 2.135 3.2509 24.1181
Si 8.7112 2.2731 24.3672
Si 0.5113 5.0483 24.2162
Si 5.0716 5.9051 24.2592
Si 3.3725 7.6388 24.2329
Si 7.8246 8.8291 24.0496
Si 1.3503 1.4765 25.4784
Si 6.9106 1.3071 25.5143
Si 4.0321 4.0999 25.3496
Si 9.6617 4.1342 25.4843
Si 1.447 6.8232 25.4475
Si 6.9432 6.9356 25.313
Si 4.2257 9.532 25.3709
Si 9.5367 9.6008 25.5009
Si 2.7591 -0.0161 26.6581
Si 8.2099 -0.0279 26.957
Si 0.0241 2.7693 26.9355
Si 5.4674 2.7554 26.6797
Si 2.7507 5.4268 26.8569
Si 8.3925 5.675 26.8038
Si -0.1303 8.0524 26.8378
Si 5.5573 8.2008 26.8134
Si 4.1079 1.3671 28.0728
Si 9.5913 1.3688 28.2256
Si 1.343 4.1634 28.2441
Si 6.885 4.1809 28.0136
Si 4.1531 6.8191 28.1425
B 9.6068 6.8683 28.0157
Si 1.3428 9.5428 28.0383
Si 6.8948 9.4952 28.245
Si 0.0503 -0.0278 29.5181
Si 5.4644 -0.0063 29.4829
Si 2.7489 2.7273 29.515
Si 8.1723 2.7803 29.4656
Si -0.1616 5.6562 29.3252
Si 5.5176 5.4483 29.4961
Si 2.7414 8.2153 29.4389
Si 8.4049 8.0183 29.3523
Si 1.3913 1.3584 30.8867
Si 6.8191 1.3821 30.8205
Si 4.1271 4.0906 30.8649
Si 9.5651 4.1756 30.7703
Si 1.3205 6.8493 30.761
Si 6.9235 6.8219 30.8192
Si 4.0893 9.5751 30.8286
Si 9.5905 9.4986 30.8196
Si 2.7493 -0.0277 0.7027
Si 8.1841 -0.0251 0.6066
Si -0.0342 2.7786 0.6167
Si 5.4774 2.7086 0.6947
Si 2.6868 5.4846 0.6079
Si 8.2184 5.4347 0.6955
Si 0.0364 8.1822 0.6816
Si 5.4953 8.2083 0.6117
Si 4.1154 1.337 2.0596
Si 9.524 1.3796 1.966
Si 1.3203 4.1351 2.0116
Si 6.8528 4.0571 2.057
Si 4.0746 6.8606 1.9604
Si 9.6052 6.8017 2.041
Si 1.3789 9.5469 2.0631
Si 6.8265 9.5713 2.026
Si -0.0528 0.0024 3.3172
Si 5.4719 -0.0254 3.4706
Si 2.6863 2.7302 3.324
Si 8.1923 2.6765 3.4693
Si -0.0166 5.4598 3.4957
Si 5.4375 5.4731 3.2992
Si 2.7538 8.1882 3.456
Si 8.2217 8.1826 3.3512
Si 1.2794 1.3758 4.6409
Si 6.8403 1.298 4.9008
Si 4.0522 4.122 4.6092
Si 9.5324 4.0542 4.8766
Si 1.3614 6.8639 4.8737
Si 6.8261 6.8035 4.6456
Si 4.1056 9.5556 4.8763
Si 9.5654 9.5714 4.7154
Si 2.6061 0.0403 6.0691
Si 8.2233 -0.1362 6.2555
Si -0.0237 2.6498 6.1849
Si 5.3717 2.7709 6.0391
Si 2.7469 5.4256 6.1217
Si 8.0866 5.4357 6.146
Si -0.0071 8.296 6.2031
Si 5.5627 8.1447 6.138
Si 3.4674 1.94 7.1432
Si 10.0205 0.8268 7.4501
Si 1.771 3.6527 7.3311
Si 6.205 4.5262 7.3545
Si 4.6334 6.301 7.2361
Si 9.1552 7.1887 7.2961
Si 0.8862 10.1539 7.4913
Si 7.4055 8.884 7.4709
O 4.5544 6.5945 8.8712
O 1.4099 3.9766 8.9357
O 9.731 6.5479 8.7271
O 1.3029 10.0975 9.1312
O 6.0828 4.2198 9.0049
O 3.7237 1.5878 8.7296
O 7.1296 8.959 9.1305
O 9.6502 1.0796 9.061
O 8.2834 2.5548 22.784
O 11.0158 5.5447 22.6788
O 5.6093 0.0649 22.6578
O 5.3007 5.4264 22.6742
O 2.1631 2.8149 22.5
O 3.3006 7.8303 22.5677
O 8.3726 8.7411 22.4536
O -0.1777 11.2176 22.8045
Si 2.1528 2.9719 12.8927
Si 8.685 1.3036 10.3448
Si 1.0635 4.496 15.3575
Si 7.5438 5.5747 12.196
Si 2.4149 8.1797 21.2597
Si 5.4161 7.7868 12.4637
Si 9.2719 0.4527 15.4999
Si 2.9173 -0.0498 16.6798
Si 10.4645 1.1574 12.6022
Si 7.7723 2.8351 21.2853
Si 9.1383 8.7828 14.4532
Si 1.4733 4.7755 10.3501
Si 4.4866 9.4823 19.1701
Si 11.0754 6.0981 21.1566
Si 6.6195 10.4429 14.8511
Si 5.3899 0.7291 21.2046
Si 2.342 9.8084 10.3619
Si 0.4223 10.6359 21.4366
Si 5.8492 5.2598 21.171
Si 3.6417 7.0834 10.0968
Si 9.0412 5.6823 14.8434
Si 3.6623 4.0825 19.1222
Si 10.0279 3.669 19.3466
Si 4.2595 8.6616 15.3627
Si 0.4532 1.918 17.1783
Si 6.7983 7.535 19.2761
Si 5.261 3.6232 16.7596
Si 7.7902 5.0208 17.5432
Si 6.6675 9.9164 10.3643
Si 4.3767 1.0536 10.0845
Si -0.0301 9.0861 11.8921
Si 9.0969 8.6288 20.9901
Si 4.5527 1.6643 14.5954
Si 2.4437 2.0861 21.0778
Si 6.3266 3.3424 10.3511
Si 3.4309 5.9108 16.7468
Si 9.8759 6.5355 10.3363
O 0.1139 2.6271 18.6036
O 2.9307 9.631 15.5896
O 10.8585 4.8092 20.1695
O 7.572 2.3966 9.9277
O 10.9205 5.3395 10.7833
O 6.5924 6.7288 12.8617
O 10.3203 8.0586 10.7731
O 7.6709 9.4566 13.9981
O 8.4169 6.2109 10.9809
O 5.3679 10.5033 20.0726
O 2.1609 3.7404 11.4383
O 7.9789 8.5432 19.7904
O 6.2079 6.7267 20.5651
O 5.5079 2.7131 15.4264
O 1.2926 0.9336 20.743
O 6.06 9.0494 11.6217
O 4.6156 4.9828 16.1215
O 6.6024 3.9091 17.6446
O 10.528 10.6658 11.8156
O 5.5824 0.4977 14.0026
O 8.0244 5.1007 15.9456
O 9.7427 9.8141 15.5772
O -0.3969 5.1469 15.1271
O 1.563 6.8466 20.8173
O 1.5043 0.638 17.1928
O 6.601 1.7731 20.8633
O 1.0097 1.7939 12.8366
O 3.2479 5.4924 18.3388
O 9.5301 2.0075 11.5714
O 1.0118 3.0989 16.1978
O 8.5731 5.1321 13.3836
O 10.2823 8.5764 13.3043
O 1.4521 9.4087 21.7152
O 10.0778 9.9292 20.651
O 3.1706 0.2175 10.8537
O 5.0625 2.3708 10.8057
O 1.7422 4.1496 13.9288
O 7.9289 10.8569 10.8358
O 9.14 4.4746 18.2431
O 5.6424 9.4877 15.7729
O 5.5348 -0.0315 9.7528
O 3.5894 2.3042 13.409
O 1.9752 5.6422 16.065
O 9.708 1.05 14.0401
O 4.3995 6.9432 11.5213
O 4.747 4.496 20.2519
O 9.9576 1.3347 16.6563
O 6.67 4.3141 11.6285
O 5.5851 8.4045 18.6021
O 9.0634 2.7455 20.2848
O 3.6107 1.1248 15.8035
O 4.2282 3.0804 17.9284
O 9.909 7.2121 20.933
O 3.3563 8.6627 9.8082
O 3.9335 7.4185 16.3749
O 7.6376 0.4736 15.7062
O 8.9289 7.2974 15.0372
O 3.9294 1.4348 21.1604
O 1.5948 9.1391 11.6762
O 2.317 6.1576 10.1811
O 7.3524 6.4654 18.164
O 7.2111 4.364 21.1625
O 4.5497 8.236 13.7946
O 3.3532 8.665 20.0166
O 2.4928 3.2331 19.8882
O 3.7294 10.3423 17.9921

Results
free energy: -130699.983 eV
free energy less fixed offsets of B -154.04, O -568.88, Si -635.61 eV per atom: 2.737 eV

Forces (eV/angstrom), in the order of the atoms: element, x, y, z
Si -0.0163 -0.0394 -0.0696
Si -0.0281 0.0054 -0.0507
Si 0.0143 -0.0227 -0.0661
Si 0.0141 0.0382 -0.0714
Si -0.0397 0.0244 -0.0459
Si 0.0201 -0.01 -0.0612
Si -0.014 0.0093 -0.0633
Si 0.0327 -0.0114 -0.041
Si -0.002 0.0092 -0.0069
Si 0.0024 -0.018 -0.0068
Si -0.0038 0.0083 -0.011
Si -0.015 0.003 0.022
Si -0.0101 0.0082 0.0164
Si 0.0064 -0.0145 0.0169
Si 0.0012 -0.0001 -0.0093
Si 0.0078 -0.0092 0.0184
Si 0.0012 -0.0124 0.0408
Si 0.0277 -0.0005 -0.1468
Si -0.0179 0.0121 -0.1421
Si 0.0054 0.0107 0.0419
Si -0.0033 0.0224 -0.0881
Si -0.0442 -0.0203 -0.0809
Si 0.2276 0.235 -0.2394
Si 0.0078 -0.0163 -0.0592
Si 0.0025 -0.0162 0.0117
Si 0.0019 0.0036 0.2037
Si 0.0169 0.04 0.2479
Si 0.0056 0.0138 -0.0145
Si 0.0433 -0.0016 0.0836
B -0.1786 -0.2802 0.581
Si 0.0043 -0.0128 -0.0238
Si -0.0426 -0.0602 0.2303
Si -0.0277 -0.0001 -0.0134
Si 0.0188 -0.0098 -0.0618
Si -0.0225 0.0245 -0.0606
Si 0.0226 0.0025 -0.0039
Si -0.0686 0.0909 -0.1752
Si 0.0033 0.0212 -0.0032
Si -0.0315 0.0027 0.0053
Si 0.0508 -0.0092 -0.1441
Si -0.0018 0.0094 0.0129
Si 0 -0.0187 0.0059
Si -0.0035 0 0.0159
Si 0.011 0.0045 -0.0086
Si 0.0097 -0.0225 -0.0091
Si 0.0019 0.0015 -0.0065
Si 0.0204 -0.0003 0.0075
Si -0.0114 -0.0044 -0.0049
Si -0.0157 0.0004 -0.0039
Si 0.0192 0.0068 -0.002
Si -0.0089 -0.0033 -0.0072
Si -0.0001 0.0165 -0.0047
Si 0.0053 0.0133 -0.002
Si -0.0017 0.008 -0.0247
Si -0.0149 0.0044 -0.0202
Si -0.0027 -0.0147 -0.0032
Si -0.0042 0.0038 0.022
Si 0.0206 -0.0298 0.0369
Si 0.0141 -0.0145 0.0138
Si -0.0181 0.0041 0.0311
Si 0.0299 -0.0229 0.0366
Si -0.0119 0.0088 0.0072
Si 0.0147 0.0045 0.0285
Si 0.0028 -0.0042 -0.0005
Si -0.0829 -0.0005 -0.1683
Si -0.004 -0.0028 0.044
Si -0.027 -0.019 -0.2063
Si 0.0066 -0.0244 0.0276
Si -0.0041 0.0034 0.0511
Si -0.0092 0.051 -0.2068
Si 0.0067 -0.0066 0.0232
Si 0.034 0.0168 -0.1089
Si 0.0188 -0.0103 0.1314
Si 0.0114 0.0048 -0.0593
Si 0.0221 0.0052 0.1533
Si -0.0013 0.0145 -0.0577
Si -0.0102 0.0076 -0.0548
Si -0.0126 -0.0082 0.118
Si -0.0036 -0.0014 -0.0571
Si 0.0055 0.0047 0.0699
Si 0.0034 0.0296 0.0262
Si -0.0002 -0.0015 -0.0134
Si -0.0129 -0.0074 -0.0031
Si -0.0298 0.0049 0.0208
Si 0.0057 0.0038 -0.0155
Si -0.0012 0.0241 0.0108
Si -0.0182 0.0005 0.0094
Si 0.002 -0.0083 -0.0085
Si 0.0498 -0.0589 0.021
Si -0.0161 0.0055 0.0642
Si -0.0076 0.0273 0.0761
Si 0.0123 -0.0356 0.0475
Si -0.0111 0.0322 0.0603
Si 0.0254 -0.0199 0.0299
Si 0.0285 -0.0115 0.0487
Si -0.002 -0.0013 0.0552
O 0.0243 -0.0206 -0.0404
O 0.0022 -0.0238 -0.0605
O -0.013 0.0116 -0.033
O -0.0317 0.0113 -0.047
O -0.0043 0.0259 -0.0455
O -0.022 0.0294 -0.0129
O 0.0207 -0.0168 -0.0412
O 0.0304 -0.0103 -0.0507
O 0.0147 -0.0224 0.0548
O 0.0173 -0.023 0.0343
O 0.0136 -0.0175 0.0447
O -0.0241 0.0118 0.0443
O -0.0051 0.0259 0.0616
O 0.0232 -0.0159 0.0473
O -0.0244 0.0087 0.0258
O -0.0167 0.0281 0.0467
Si 0.0023 -0.0121 -0.0111
Si -0.0167 0.0104 -0.0013
Si -0.0009 0.001 0.018
Si -0.0024 0.0072 -0.0238
Si -0.0138 0.0071 0.0123
Si 0.0008 0.0007 -0.0149
Si -0.0075 -0.0078 0.0171
Si -0.0079 0.0026 0.0176
Si 0.0112 -0.0028 -0.0141
Si 0.0042 0.0117 0.0054
Si -0.0156 0.0096 0.0001
Si 0.0069 0.0099 0.0021
Si 0 -0.0021 0.0393
Si -0.0014 0.0016 0.0111
Si 0.0079 0.0029 0.0005
Si -0.0145 0.0092 0.011
Si 0.0145 -0.0059 -0.0108
Si 0.0163 -0.0103 0.0163
Si 0.0077 -0.0003 0.0078
Si -0.0257 0.0057 -0.0119
Si 0.0085 0.0049 0.0144
Si -0.0036 0.0068 0.0329
Si 0.0052 0.0001 0.0471
Si -0.0039 0.009 0.018
Si 0.0031 -0.0031 0.0313
Si -0.0031 -0.0002 0.0452
Si 0.0002 0.0039 0.034
Si -0.0048 -0.008 0.0372
Si -0.02 0.0166 -0.0087
Si 0.0065 -0.0035 -0.0282
Si -0.009 0.0088 -0.0209
Si 0.0059 -0.0067 0.0239
Si 0.0018 -0.0044 0.0035
Si 0.0118 -0.0133 0.0072
Si 0.0102 -0.0189 -0.0073
Si -0.0017 -0.0008 0.0291
Si -0.0021 0.0039 -0.007
O -0.0065 0.0048 -0.0218
O 0.0034 -0.0042 -0.0003
O 0.0036 0.0146 -0.0151
O 0.0057 0.0088 0.0292
O 0.0045 0.0002 0.0119
O 0.0006 0.0007 0.0072
O -0.0024 -0.0126 0.0111
O 0.0001 -0.0047 0.0051
O 0.0103 0.0019 0.0115
O 0.0025 0.018 -0.0103
O -0.0073 0.017 -0.0048
O 0.0105 -0.0009 -0.0158
O -0.0049 -0.0097 -0.02
O 0.0018 -0.0016 -0.0081
O -0.0024 -0.0032 -0.0173
O 0.0076 0.0154 -0.0009
O -0.0021 0.0003 -0.0085
O 0.0029 0.0032 -0.0235
O 0.0009 -0.0053 0.0137
O -0.0013 -0.0008 0.007
O 0.0005 0 -0.0123
O 0.0034 -0.0022 -0.0086
O -0.0076 0.0013 -0.0034
O -0.002 0.0025 -0.0215
O -0.0013 0.0008 -0.0171
O -0.0034 -0.0033 -0.0215
O -0.0048 -0.0029 0.0131
O 0.0023 -0.0009 -0.0199
O -0.0168 -0.0034 -0.0026
O -0.0004 0.0016 -0.0134
O -0.0106 -0.0008 -0.0026
O 0.0118 -0.0014 -0.0042
O -0.001 0 -0.025
O 0.0021 0.0005 -0.0192
O 0.0027 0.0017 0.0184
O -0.0029 -0.0042 0.0165
O 0.0011 -0.0053 -0.0017
O -0.0066 -0.0019 0.0122
O 0.005 -0.0042 -0.0167
O -0.0026 -0.0036 -0.0084
O 0.0083 -0.0036 0.0147
O -0.0077 0.0062 0.0065
O 0 -0.0038 -0.0129
O 0.0078 0.0067 -0.0106
O -0.0069 -0.004 -0.001
O 0.0166 0.0078 -0.0112
O 0.0016 0.0001 -0.0152
O -0.0039 -0.0111 0.0022
O -0.0003 0.0006 -0.0174
O -0.0187 -0.0041 -0.0115
O 0.0012 0.0042 -0.006
O -0.0046 -0.006 -0.0148
O 0.0031 -0.0009 -0.0202
O -0.0013 -0.0027 0.0207
O 0.0026 0.0028 -0.0154
O 0.0006 0.0029 -0.0055
O 0.001 -0.0026 -0.0033
O 0.01 -0.0018 -0.0253
O 0.0035 0.0085 0.0051
O 0.008 -0.0045 0.0216
O -0.0023 0.0074 -0.0166
O -0.0008 -0.0094 -0.0237
O 0.0089 -0.0062 -0.0116
O -0.0113 -0.008 -0.0117
O -0.0042 -0.0147 -0.0092
O 0.0074 -0.004 -0.0124

The program warned: the cutoff lies below the one the program advises for these potential files; the forces do not sum to zero within the program's tolerance; the exchange-correlation potential is rough where the density is thin.
